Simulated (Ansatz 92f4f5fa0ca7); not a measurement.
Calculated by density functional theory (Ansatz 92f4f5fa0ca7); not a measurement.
Periodic cell of 226 atoms, Si134O92, from a study of silicon, its oxide and their interface. The atomic structure is a simulated model.
Doubt: the cutoff is far below the 930 eV that the study's wrapper takes by default for these files, so forces and energies are approximate.
This geometry differs little from another in the collection (a relaxation step or a small displacement).

Settings
functional: PBE
potential files: Ansatz PAW
basis: plane waves
wave-function cutoff: 580 eV
density cutoff ratio: 5
exchange-correlation grid ratio: 1
k mesh: 1 x 1 x 1, Gamma-centred
self-consistency stop: 5e-08 eV per atom in the density residual
occupations: fixed
spin: none
net charge: 0

Cell vectors (angstrom)
a	10.938	0	0
b	0	10.938	0
c	0	0	32.8782

Atoms and the computed forces on them: element, x, y, z (angstrom), force x, y, z (eV/angstrom)
Si	0.0912	-0.178	25.369	-0.0211	0.0057	0.0051
Si	5.846	-0.1938	25.4132	0.0336	0.0025	-0.0414
Si	2.5732	3.0149	25.4311	0.0035	0.0021	-0.0009
Si	7.9554	2.9153	25.3764	-0.0127	-0.0138	-0.0253
Si	0.2396	5.1302	25.5685	-0.0012	-0.0125	-0.0192
Si	5.631	5.118	25.418	-0.0062	-0.0074	-0.0106
Si	2.5399	8.6824	25.3227	0.0057	0.028	-0.0334
Si	8.0665	8.4518	25.3448	0.0111	0.0184	-0.0121
Si	1.3586	1.376	26.6492	0.0036	0.0034	-0.0001
Si	6.8976	1.3633	26.7937	0.0002	0.001	0.0113
Si	4.1118	4.0757	26.853	-0.003	0.003	0.0078
Si	9.5649	4.0052	26.8037	0.0031	0.004	0.0151
Si	1.4489	6.889	26.5891	0.0074	-0.0017	0.0173
Si	6.8375	6.8214	26.5845	-0.0086	-0.0053	0.0118
Si	4.1554	9.6526	26.722	-0.0147	-0.0196	0.0232
Si	9.5614	9.574	26.7734	-0.0025	0.0013	0.0017
Si	2.7396	0.0409	28.0778	-0.006	-0.0013	-0.0092
Si	8.2375	0.0023	28.1447	-0.003	-0.01	-0.0101
Si	0.0129	2.6694	28.12	0.0028	0.002	-0.0049
Si	5.4783	2.687	28.1435	0.0033	0.0032	-0.0099
Si	2.7361	5.5229	28.0903	-0.0017	-0.0094	-0.0071
Si	8.1977	5.4847	28.0608	-0.003	-0.0041	0.0016
Si	0.0311	8.1708	28.0603	-0.0054	0.0124	-0.0001
Si	5.4754	8.1739	28.0454	0.0085	0.0094	-0.0028
Si	4.1018	1.3673	29.46	-0.1455	-0.0964	0.3951
Si	9.5708	1.3673	29.46	0.2203	-0.1794	0.6038
Si	1.3673	4.1018	29.46	-0.0499	0.1269	-0.1841
Si	6.8362	4.1018	29.46	0.0488	0.1092	-0.0617
Si	4.1018	6.8362	29.46	0.1231	0.1681	0.073
Si	9.5708	6.8362	29.46	0.0799	-0.0747	-0.1794
Si	1.3673	9.5708	29.46	0.0806	0.0005	-0.2802
Si	6.8362	9.5708	29.46	-0.1056	-0.1772	-0.1293
Si	0	0	30.8272	-0.073	0.0155	0.0217
Si	5.469	0	30.8272	-0.1351	-0.0757	0.0069
Si	2.7345	2.7345	30.8272	0.1021	0.0351	-0.0046
Si	8.2035	2.7345	30.8272	0.0615	0.093	-0.0228
Si	0	5.469	30.8272	-0.0554	-0.0536	-0.0114
Si	5.469	5.469	30.8272	-0.0089	-0.0243	-0.0316
Si	2.7345	8.2035	30.8272	0.0759	0.0719	-0.0279
Si	8.2035	8.2035	30.8272	0.0107	0.0452	-0.0227
Si	1.3673	1.3673	32.1945	-0.0238	0.004	-0.0227
Si	6.8362	1.3673	32.1945	0.0333	0.0233	-0.0534
Si	4.1018	4.1018	32.1945	-0.0108	0.0289	-0.0042
Si	9.5708	4.1018	32.1945	-0.0255	-0.0547	-0.0033
Si	1.3673	6.8362	32.1945	0.0144	0.005	-0.0406
Si	6.8362	6.8362	32.1945	-0.0164	-0.0479	-0.0167
Si	4.1018	9.5708	32.1945	0.0259	-0.0139	-0.0014
Si	9.5708	9.5708	32.1945	0.0563	-0.0099	0.0023
Si	2.7345	0	0.6835	0.044	-0.0013	0.0188
Si	8.2035	0	0.6835	-0.0493	0.0266	0.0171
Si	0	2.7345	0.6835	0.0355	0.0512	0
Si	5.469	2.7345	0.6835	-0.0204	-0.0137	0.0096
Si	2.7345	5.469	0.6835	-0.0157	0.0117	0.021
Si	8.2035	5.469	0.6835	0.0314	0.003	0.0257
Si	0	8.2035	0.6835	-0.006	-0.0502	0.0176
Si	5.469	8.2035	0.6835	-0.0461	0.0746	0.0107
Si	4.1018	1.3673	2.0507	0.0465	0.0966	0.0589
Si	9.5708	1.3673	2.0507	0.0112	0.0199	0.0215
Si	1.3673	4.1018	2.0507	-0.0946	-0.1545	-0.0714
Si	6.8362	4.1018	2.0507	0.0033	0.038	0.0325
Si	4.1018	6.8362	2.0507	0.0713	-0.0596	-0.0229
Si	9.5708	6.8362	2.0507	0.0335	0.0549	0.0353
Si	1.3673	9.5708	2.0507	-0.0026	0.0423	0.0152
Si	6.8362	9.5708	2.0507	0.0224	-0.053	-0.0305
Si	0	0	3.418	0.0034	-0.3117	0.3573
Si	5.469	0	3.418	0.1073	-0.0812	0.231
Si	2.7345	2.7345	3.418	-0.4775	-0.1306	-0.6321
Si	8.2035	2.7345	3.418	0.17	-0.0233	0.19
Si	0	5.469	3.418	-0.0345	-0.2377	-0.0976
Si	5.469	5.469	3.418	0.0111	0.3393	-0.4707
Si	2.7345	8.2035	3.418	-0.2412	0.0827	0.45
Si	8.2035	8.2035	3.418	0.1546	0.3437	-0.3899
Si	1.38	1.37	4.7895	0.0078	0.0104	0.0041
Si	6.8965	1.3286	4.8047	0.0064	-0.0035	0.0021
Si	4.0239	4.16	4.6631	-0.0074	-0.0037	-0.0037
Si	9.5803	4.1126	4.8109	-0.0099	0.0014	0.0006
Si	1.3068	6.8252	4.8099	-0.0001	0.0033	-0.0018
Si	6.8256	6.9026	4.7216	-0.0056	-0.0109	0.0002
Si	4.0943	9.5918	4.8293	0.0028	0.0039	-0.0051
Si	9.5579	9.535	4.8503	-0.0036	-0.0031	0.0051
Si	2.8081	0.1031	6.2138	-0.0008	0.0071	0.0011
Si	8.332	0.0506	6.3038	-0.0013	0.0061	0.0017
Si	0.0778	2.783	6.1785	0.0096	0.0035	0.0002
Si	5.3991	2.7765	5.8815	0.0037	-0.0097	-0.0107
Si	2.7856	5.5384	6.115	-0.0028	-0.0106	0.0027
Si	8.1563	5.5394	6.0689	0.0147	0.0061	-0.0132
Si	-0.2174	7.9555	6.2745	-0.0178	-0.0009	-0.0207
Si	5.595	8.3297	6.1464	-0.005	0.0005	-0.0037
Si	4.0152	1.7206	7.4006	-0.0103	0.0079	0.0478
Si	9.9665	1.2595	7.6392	-0.0144	0.0083	-0.0117
Si	1.745	3.8995	7.4319	0.0133	-0.0118	0.0128
Si	6.4729	4.3686	7.1088	-0.0057	-0.0034	0.0237
Si	4.4528	6.6888	7.323	-0.0012	-0.0078	0.0109
Si	9.0525	6.9145	7.766	-0.0232	0.0075	-0.004
Si	1.4295	10.1505	7.8907	0.0173	0.0203	0.0011
Si	7.1004	9.4782	7.6537	-0.0057	0.0216	0.0272
O	5.4735	5.4783	7.8629	0.003	0.0061	-0.0084
O	0.2054	0.2549	8.2698	-0.0042	0.0003	0.0179
O	2.8608	2.7851	7.9095	-0.0054	-0.0003	-0.0086
O	8.0764	8.2301	8.1489	0.017	-0.0232	0.0019
O	1.237	9.6391	24.9605	0.0147	-0.0116	0.0047
O	6.8063	4.0385	24.9383	-0.0021	-0.0013	0.0081
O	6.9301	9.5866	24.866	-0.009	0.0144	0.0143
O	1.4108	4.1109	24.9667	-0.0033	-0.0027	0.0087
O	6.5349	10.2354	9.0294	0.0102	-0.0143	-0.02
O	1.1432	4.4609	8.8519	-0.0006	-0.0023	-0.0057
O	2.2326	9.5941	9.2388	0.0024	0.006	0.0102
O	7.121	3.3035	8.1606	0.0043	-0.0017	0.0115
O	11.7469	8.8056	7.2352	0.0062	-0.0245	0.0041
O	4.7499	1.2072	8.772	-0.0041	0.0025	-0.0291
O	3.8789	7.5441	8.5982	0.0016	0	-0.0038
O	9.3012	2.0192	8.9537	0.0007	-0.0026	0.0064
O	5.3866	0.6953	24.0957	0.0143	-0.0134	0.0221
O	8.4168	2.1677	23.975	-0.0061	0.0071	0.0152
O	10.124	5.53	24.3694	0.0057	-0.0036	0.0128
O	4.6494	5.4758	24.1357	0.0088	-0.0048	0.0157
O	8.9737	7.9269	24.0382	-0.0125	0.0087	0.0148
O	3.4107	2.5624	24.0795	-0.0054	0.0039	0.0064
O	2.7386	6.3163	22.4306	0.001	0.0011	-0.0018
O	10.2928	0.3147	23.97	0.0083	-0.0075	0.0104
Si	0.4915	13.8772	15.0458	-0.0003	-0.0002	-0.0018
Si	4.7086	0.3933	15.4959	-0.002	0.0033	-0.0007
Si	5.8099	8.3777	21.3918	-0.0005	-0.0011	0.0079
Si	-1.3335	5.3016	14.6678	0.0035	-0.0022	0.0023
Si	6.8957	3.7761	15.3798	0.0005	-0.001	-0.0013
Si	5.4199	5.975	13.8468	-0.0034	-0.0032	0.0004
Si	11.4605	7.402	19.144	-0.0032	0.0032	-0.0063
Si	4.2338	1.4499	23.2165	-0.0084	0	0.0034
Si	0.1126	0.1563	14.084	0.0011	0.0051	-0.0013
Si	-1.5684	1.2653	23.0026	0.0034	0.0032	0.0043
Si	10.0893	-9.9301	16.7973	-0.0009	0.0024	-0.0042
Si	7.96	2.8222	9.4465	-0.0028	0.0023	-0.0218
Si	12.0392	5.583	10.0165	0.0155	-0.0032	-0.0042
Si	9.0512	5.7292	10.0098	0.0077	-0.0017	0.0046
Si	-9.4312	8.4615	14.0301	-0.0013	0.0026	-0.0012
Si	3.2743	9.646	22.5453	-0.0045	0.0021	0.0036
Si	8.0699	4.9387	21.189	0.0011	0.0025	0.0061
Si	2.7922	6.6125	12.0875	-0.0009	-0.0043	-0.0043
Si	10.6751	-3.4031	16.451	0.0011	0.0003	-0.0001
Si	5.3617	4.0532	18.0437	-0.0001	0.0008	-0.0076
Si	8.8144	8.323	18.5278	0.0014	0.0004	-0.004
Si	15.473	8.588	14.6204	0.0003	0.0053	0.0019
Si	2.6832	8.0492	9.5732	-0.0011	-0.0071	-0.0026
Si	10.7511	3.4526	21.1584	0.0021	-0.0015	0.0056
Si	0.9556	12.3998	19.1535	-0.0014	-0.0019	-0.0054
Si	5.5004	3.4633	21.1332	0.0037	0.0025	-0.0002
Si	5.4944	10.6669	12.647	-0.0006	0.0048	-0.0019
Si	-2.3169	9.8914	21.0887	0.0028	-0.0052	0.0004
Si	12.2119	6.0467	21.7465	0	0.0035	0.0068
Si	7.3883	0.9063	15.7992	0	0.0035	-0.0001
Si	0.8028	9.8143	20.7493	-0.0034	0.0015	0.0032
Si	2.8789	2.48	16.8535	-0.0001	-0.0001	-0.0063
Si	8.241	10.1107	13.4246	0.0007	0.0031	-0.0037
Si	-2.7945	6.98	12.5947	-0.0009	-0.0025	0.0065
Si	9.6496	6.6351	23.2848	0.0012	-0.0021	0.0018
Si	4.331	5.9301	22.6042	0.0001	0.0053	0.0029
Si	5.8559	0.5976	9.7949	-0.0168	0.0035	-0.0109
Si	6.4221	-4.2488	19.0353	0.0001	0.0006	-0.0043
O	11.4414	2.8656	19.8168	0.0013	0	0.0004
O	-0.2158	11.7049	18.2606	0.0021	0.0011	0.0081
O	10.3705	2.2669	22.1995	-0.0041	-0.0051	0.0027
O	3.3762	8.6794	23.8762	-0.0053	-0.0092	0.0274
O	5.5086	14.2285	19.4954	0.0001	-0.0009	0.0071
O	1.2405	10.0189	13.5612	0.0022	-0.0011	0.0022
O	8.3534	4.2222	10.2175	-0.0027	0.0026	0.0054
O	7.0251	3.7669	21.6612	-0.0043	-0.0044	0.0001
O	0.3616	-2.7452	15.1271	0.0006	-0.0014	0.0031
O	9.4247	4.2403	20.6374	-0.0028	0.0038	-0.0015
O	3.1364	0.3061	22.8405	0.0007	0.0031	-0.0015
O	4.96	0.6951	13.8814	-0.0003	0.0016	0.0001
O	3.2767	7.8292	11.0849	0.0001	0.0056	-0.0031
O	-4.2492	6.3117	12.8921	0.0052	0.0015	-0.0004
O	8.3197	6.8462	10.9727	0.0008	-0.0013	-0.0094
O	5.4395	7.1149	22.3639	-0.0009	-0.002	-0.0017
O	12.3183	7.0672	9.377	0.0012	0.0029	0.0071
O	10.3904	-8.4266	16.2367	-0.0002	-0.0001	0.0052
O	-3.6158	2.2669	14.8732	-0.0002	0.0003	0.0036
O	4.9146	2.1387	21.895	-0.0011	-0.0021	0.0037
O	-2.4547	0.9162	16.9897	-0.0015	0.0003	0.0035
O	7.7002	-0.4482	14.9264	-0.0007	-0.0022	0.0011
O	-0.2343	10.907	15.6851	0	-0.0014	0.0038
O	4.6544	-1.4422	21.6714	-0.002	0	0.0014
O	2.9539	-2.6443	14.7033	-0.0068	-0.0037	0.0033
O	-1.1157	7.3188	19.3829	0.0014	-0.0013	0.0054
O	-5.9241	9.1647	13.1423	-0.0018	-0.0041	0.0002
O	-0.3879	5.5367	10.6289	-0.0069	0.0002	0.001
O	9.6981	-0.1287	13.1968	-0.0039	-0.0014	0.0024
O	8.4777	0.3969	21.8951	0.0006	0.0043	0.0017
O	-3.8183	10.7405	12.4333	0.0032	0.0009	0.0033
O	-2.7279	15.571	15.0891	-0.0015	0.0019	0.0029
O	8.2777	8.5095	13.1506	-0.0002	-0.0004	0.0033
O	-3.5996	5.7776	20.0202	0.0014	-0.0001	0.0026
O	1.8931	3.2718	15.8142	-0.0006	0.0005	0.0048
O	7.4569	7.5249	18.086	-0.0013	-0.0005	0.0048
O	1.9026	9.2268	21.7886	0.0045	-0.0014	0.0031
O	16.258	7.196	14.95	0.0029	-0.0031	0.0036
O	5.9192	0.8641	16.4799	0	0	0.0026
O	6.9774	1.7451	10.2111	0.0037	0.0032	0.0069
O	5.3944	5.6903	18.2523	0.0005	0.0011	0.0051
O	3.4029	1.1977	15.9839	0.0008	0.0004	0.0043
O	5.6032	7.8307	19.8649	-0.0011	0.0006	0.0035
O	0.8647	4.4696	21.8868	0.001	0.0008	0.0001
O	-6.2196	9.7253	15.7567	0.0013	-0.0006	0.0017
O	10.8218	4.2624	14.3291	-0.0017	0.0015	0.0027
O	1.5136	18.2275	12.8889	0.0008	0.0009	0.0052
O	2.2033	5.3555	11.2085	-0.0064	0.0028	-0.002
O	4.5556	4.7397	21.5111	-0.0018	0.0002	0.0012
O	9.3539	17.1069	13.3229	-0.0038	0.0025	-0.0021
O	0.627	12.6512	13.9415	-0.0011	0.0003	0.0043
O	14.9562	6.0124	12.9853	-0.0008	0.0014	0.0022
O	8.4655	5.9578	22.3955	0.0025	0.0024	0.0002
O	9.6199	8.6135	17.1256	-0.0018	0.0013	0.0052
O	11.7882	7.0931	17.5747	-0.0009	0.0006	0.0051
O	6.5664	3.7067	16.9861	-0.0007	0.0007	0.0052
O	2.2097	12.7541	18.1854	0.0011	0.0013	0.0031
O	12.1637	11.3474	20.3701	-0.0007	0.0005	0.0009
O	9.9445	-4.7616	15.9867	-0.0021	-0.0015	0.0015
O	11.0225	6.9682	22.4367	-0.0034	-0.0007	-0.0002
O	5.6513	4.5126	14.5682	-0.0014	0.0037	0.0016
O	3.9775	3.5716	17.3361	-0.0018	-0.0013	0.0056
O	-0.7093	9.5896	21.3715	-0.0002	0.0001	0
O	7.3462	8.9592	21.6319	-0.0001	0.0005	0.0011
O	5.0077	0.1501	11.144	0.0041	0.0033	-0.0064
O	12.2563	6.4053	20.1465	0.0012	-0.0043	0.0049
O	0.9654	-1.9869	19.3808	0.0011	0.0009	0.004
O	8.4975	-1.2656	19.4378	-0.0011	0.0018	0.004

Results
free energy: -137508.424 eV
free energy less fixed offsets of O -568.88, Si -635.61 eV per atom: 0.276 eV

The program warned: the cutoff lies below the one the program advises for these potential files; the forces do not sum to zero within the program's tolerance; the exchange-correlation potential is rough where the density is thin.
